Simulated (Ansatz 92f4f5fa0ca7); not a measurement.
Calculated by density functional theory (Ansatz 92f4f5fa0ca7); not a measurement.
Periodic cell of 223 atoms, Si131O90As2, from a study of silicon, its oxide and their interface. The atomic structure is a simulated model.
Doubt: the cutoff is far below the 930 eV that the study's wrapper takes by default for these files, so forces and energies are approximate.
This geometry differs little from another in the collection (a relaxation step or a small displacement).

Settings
functional: PBE
potential files: Ansatz PAW
basis: plane waves
wave-function cutoff: 580 eV
density cutoff ratio: 5
exchange-correlation grid ratio: 1
k mesh: 1 x 1 x 1, Gamma-centred
self-consistency stop: 5e-08 eV per atom in the density residual
occupations: fixed
spin: none
net charge: 0

Cell vectors (angstrom)
a 10.938 0 0
b 0 10.938 0
c 0 0 32.1988

Atoms: element, x, y, z (angstrom)
Si 10.5811 0.2153 24.8795
Si 5.7309 10.6699 24.7583
Si 2.4696 2.9097 24.6604
Si 8.4177 2.4541 24.8387
Si 0.2663 5.1611 24.7696
Si 5.1425 5.7376 24.7112
Si 2.9273 7.9979 24.615
Si 7.9334 8.4266 24.7428
Si 1.3226 1.3751 26.0509
Si 6.8382 1.3037 26.1302
Si 4.0348 4.0982 26.0072
Si 9.598 4.0548 26.0941
Si 1.3889 6.8229 26.0115
Si 6.7631 6.8437 26.0365
Si 4.0941 9.5286 26.0109
Si 9.4592 9.5614 26.1566
Si 2.7249 -0.0116 27.3584
Si 8.1573 -0.0217 27.5583
Si 0.0026 2.7153 27.4942
Si 5.4382 2.7407 27.375
Si 2.7198 5.4652 27.4383
Si 8.1827 5.4681 27.3671
Si -0.009 8.1806 27.3819
Si 5.4347 8.1946 27.4549
Si 4.0808 1.3642 28.7542
Si 9.5684 1.355 28.8414
Si 1.357 4.1093 28.8139
Si 6.8259 4.0972 28.7541
Si 4.0882 6.8192 28.8077
Si 9.5561 6.8256 28.76
Si 1.3643 9.5593 28.7504
Si 6.7862 9.5495 28.8482
Si 0.0144 -0.0169 30.1557
Si 5.4415 0.015 30.1619
Si 2.7331 2.735 30.1485
Si 8.1927 2.7436 30.1532
Si -0.0138 5.4774 30.1536
Si 5.4745 5.4612 30.1496
Si 2.7249 8.2068 30.1469
Si 8.2013 8.193 30.1545
Si 1.3673 1.3673 31.515
Si 6.8362 1.3673 31.515
Si 4.1018 4.1018 31.515
Si 9.5708 4.1018 31.515
Si 1.3673 6.8362 31.515
Si 6.8362 6.8362 31.515
Si 4.1018 9.5708 31.515
Si 9.5708 9.5708 31.515
Si 2.7345 0 0.6835
Si 8.2035 0 0.6835
Si 0 2.7345 0.6835
Si 5.469 2.7345 0.6835
Si 2.7345 5.469 0.6835
Si 8.2035 5.469 0.6835
Si 0 8.2035 0.6835
Si 5.469 8.2035 0.6835
Si 4.1173 1.3684 2.0529
Si 9.5615 1.3807 2.0493
Si 1.3636 4.1238 2.0462
Si 6.8314 4.1231 2.0404
Si 4.1036 6.8389 2.0634
Si 9.5815 6.8382 2.0473
Si 1.4066 9.5448 2.0319
Si 6.8225 9.5946 2.0476
Si 0.049 -0.0024 3.327
Si 5.4939 0.0343 3.4635
Si 2.789 2.7977 3.3793
Si 8.215 2.8032 3.4122
Si 0.0333 5.5114 3.4418
Si 5.4913 5.4916 3.4233
Si 2.792 8.2386 3.4616
Si 8.212 8.2287 3.3684
Si 1.4143 1.3864 4.6274
Si 6.8656 1.456 4.8008
Si 4.1682 4.1064 4.8216
Si 9.5681 4.1679 4.7997
Si 1.4368 6.858 4.825
Si 6.8331 6.9088 4.7485
Si 4.1686 9.597 4.8812
Si 9.6401 9.5696 4.6696
Si 2.7469 0.1157 6.0942
As 8.2422 -0.0256 6.0571
Si 0.0414 2.7018 5.9952
Si 5.4804 2.7318 6.3106
Si 2.826 5.5016 6.2032
Si 8.1563 5.552 6.13
Si 0.0057 8.2007 6.1317
Si 5.5601 8.2237 6.2499
Si 3.8106 1.5963 7.6385
Si 9.8414 1.1702 7.3556
Si 1.6043 3.8224 7.3063
Si 6.6308 4.4344 7.527
Si 4.4139 6.6708 7.569
Si 9.312 7.1176 7.4572
Si 1.1188 9.9132 7.2946
As 6.9292 9.4411 8.0024
O 8.4737 8.4787 7.8075
O 2.6976 2.7754 7.993
O 9.519 1.3448 24.2836
O 4.0455 6.8572 24.1458
O -0.0175 0.0412 7.8886
O 5.5037 5.5231 8.0781
O 6.8436 9.5627 24.2147
O 1.3635 4.0559 24.1867
O 3.8379 7.4598 8.9188
O 0.6396 4.3951 8.5
O 9.7628 6.3316 8.8587
O 1.9807 9.3907 8.5887
O 7.4546 3.8927 8.8548
O 4.2393 0.9143 9.0941
O 6.6813 8.6142 9.6417
O 9.094 1.7995 8.6702
O 7.6896 3.1276 23.535
O 10.484 5.8298 23.4613
O 5.0775 0.4215 23.424
O 5.8372 5.065 23.3841
O 3.089 2.1945 23.2998
O 2.2892 8.7035 23.2468
O 8.6072 7.7424 23.4031
O 0.2224 10.3193 23.6082
Si 4.3682 1.5503 22.4929
Si 3.4205 7.8604 14.203
Si 7.1005 0.9314 14.702
Si 0.9358 9.3351 22.5461
Si 1.1352 4.232 11.8696
Si 6.2391 8.9305 15.3808
Si 0.6601 1.2904 12.3674
Si 8.6072 4.9221 20.5505
Si 0.2528 5.718 9.3534
Si 5.0774 3.078 17.9818
Si 0.8694 3.6981 16.7937
Si 10.3672 2.8075 19.272
Si 5.2591 1.101 10.3889
Si 0.867 0.1504 19.8825
Si 6.5685 9.237 11.1373
Si 9.2912 9.6429 18.4141
Si 9.3454 9.1321 12.6823
Si 6.5462 3.8205 22.6116
Si 2.3948 8.0567 9.4094
Si 10.5613 7.3182 17.2303
Si 2.451 6.2854 16.7632
Si 10.1764 4.4346 14.2122
Si 6.116 9.1513 18.583
Si 7.9306 2.5093 9.571
Si 8.8675 2.0795 12.4755
Si 5.3352 6.202 18.1419
Si 3.8936 0.5202 19.5092
Si 4.2095 3.7328 12.1156
Si 5.4563 6.4384 12.4815
Si 7.995 2.4565 17.2468
Si 4.3084 2.4074 15.0356
Si 1.5352 1.1469 15.3291
Si 1.5333 9.3241 12.1166
Si 8.0213 6.7554 13.9788
Si 10.357 9.765 15.5939
Si 9.7963 6.9977 22.567
Si 8.0873 5.4356 17.4559
O 5.888 7.9333 11.912
O 6.0211 9.1722 16.9649
O 7.6485 1.3317 13.2235
O 0.9198 1.6966 13.9264
O 9.4296 6.1904 16.9659
O 6.7207 5.974 13.402
O 5.1372 4.6075 18.6612
O 9.1937 2.1114 18.3239
O 2.3399 0.0717 19.1031
O 9.3656 10.174 16.8491
O 2.7453 4.3272 11.6748
O 5.0258 10.2766 19.1598
O 9.3961 3.2195 13.4833
O 0.432 1.7356 20.001
O 3.159 1.2294 15.155
O 8.1253 5.3266 19.067
O 3.8647 6.5578 17.5277
O 4.5019 3.2363 16.4437
O 9.0979 5.6273 14.4218
O 5.4297 2.736 22.1502
O 10.6806 4.0438 15.6942
O 0.2948 3.8243 18.3159
O 10.4059 10.4798 19.2714
O 9.6079 9.8977 14.1401
O 10.8979 8.1044 22.1109
O 1.2264 2.1232 16.5921
O 9.7067 3.714 20.463
O 8.1161 3.9889 16.7201
O -0.0824 9.0053 12.0125
O 6.5548 2.3579 18.0094
O 5.5644 10.5959 11.1556
O 7.7082 9.5906 18.941
O 10.0116 0.9312 12.1676
O 1.3401 6.8802 9.0799
O 0.6031 4.7199 13.3407
O 5.7129 7.5822 19.0506
O 5.1941 4.9958 11.6949
O 2.5747 7.0853 15.3575
O 0.855 2.6546 11.502
O 0.8181 10.6425 15.6286
O 2.3588 8.5084 10.9672
O 4.6829 2.332 11.3434
O 4.1016 3.399 13.7364
O 2.1561 4.6835 16.5794
O 10.7237 8.1968 15.8557
O 6.8613 10.271 14.7178
O 2.3302 8.8686 13.4826
O 8.0441 1.4783 15.9333
O 4.0123 6.7108 13.2055
O 4.163 1.9742 18.7814
O 7.2675 4.4048 21.2962
O 8.4547 2.8093 11.0783
O 1.1345 6.8165 17.5979
O 5.6627 1.6048 14.813
O 8.0585 9.6915 11.7786
O 9.1959 6.2636 21.2539
O 8.885 7.5915 12.8989
O 1.6189 0.0311 11.9479
O 6.624 6.1107 17.1116
O 7.3892 7.7853 15.1005
O 1.2155 10.2743 21.2554
O 9.935 8.1452 18.4796
O 3.9116 0.8154 21.1215
O 0.2902 5.239 10.8974
O 6.6722 1.4978 9.6775
O 4.7389 8.6495 14.779

Results
free energy: -144174.702 eV
free energy less fixed offsets of As -4856.12, O -568.88, Si -635.61 eV per atom: 1.648 eV

Forces (eV/angstrom), in the order of the atoms: element, x, y, z
Si -0.004 0.0108 -0.0045
Si -0.0021 -0.0073 0.0248
Si -0.0046 0.0059 0.0183
Si 0.005 -0.0017 0.023
Si -0.002 -0.0007 0.022
Si -0.0033 0.0076 0.0244
Si 0.001 0.004 0.0167
Si -0.0117 0.0042 0.0154
Si -0.0067 -0.0054 -0.0028
Si -0.002 0.0006 -0.0112
Si -0.0021 0.001 -0.0049
Si -0.0021 -0.0024 -0.0072
Si 0.0018 -0.0089 -0.0074
Si -0.0044 -0.0013 -0.0012
Si 0.0053 -0.0043 -0.0041
Si 0.0022 -0.0021 -0.0081
Si 0.0029 0.0014 0.0203
Si 0.009 0.0081 -0.0389
Si -0.0021 -0.0032 -0.0299
Si -0.0022 0.0034 0.0182
Si -0.0015 -0.0041 -0.0142
Si -0.0017 0.0053 0.0172
Si -0.0001 0.0035 0.0171
Si 0.0062 0.006 -0.0207
Si -0.0091 0.0026 -0.0223
Si 0.0117 0.0021 0.0404
Si 0.0064 0.0161 0.0275
Si -0.0037 0.006 -0.0251
Si 0.0006 -0.0033 0.0154
Si -0.0069 -0.0073 -0.017
Si 0.0038 0.005 -0.0249
Si -0.0391 -0.0219 0.0473
Si -0.0057 -0.0051 -0.0006
Si 0.0128 -0.0007 -0.0087
Si 0.0039 -0.0034 -0.0036
Si -0.0017 0.0003 -0.0043
Si 0.0034 -0.0045 -0.0082
Si -0.002 -0.0013 -0.0024
Si 0.001 -0.0071 -0.0042
Si 0.0109 0.004 -0.0041
Si 0.0648 -0.0313 0.037
Si -0.0503 0.0843 0.0012
Si 0.0523 -0.0764 0.0245
Si -0.064 0.0637 0.0253
Si -0.0814 0.0646 -0.0301
Si 0.0808 -0.0625 0.0598
Si -0.1384 0.0456 0.0332
Si 0.0589 -0.0621 0.0398
Si 0.1637 0.017 -0.0276
Si -0.0653 0.1069 -0.0424
Si -0.0243 0.0511 0.018
Si 0.0805 -0.0258 -0.0023
Si -0.0408 0.1675 -0.0308
Si 0.0924 0.0386 -0.0392
Si 0.1084 -0.1131 -0.0455
Si -0.0448 0.0227 0.0473
Si -0.011 0.0113 0.0182
Si -0.0037 0.0055 -0.0068
Si 0.0201 -0.0026 0.0142
Si -0.0359 0.01 -0.005
Si -0.0057 0.0009 -0.0004
Si 0.0064 -0.014 0.0019
Si -0.0048 -0.0172 -0.0007
Si 0.0288 0.0124 0.0008
Si -0.0434 0.0012 -0.008
Si 0.0322 -0.0231 0.0178
Si 0.0216 0.0433 -0.0448
Si 0.0257 -0.0577 0.0482
Si 0.0306 0.0028 0.0082
Si -0.0155 -0.0147 -0.0216
Si 0.0263 -0.0109 0.0103
Si -0.0395 0.0319 -0.0126
Si -0.006 0.033 0.0313
Si -0.0432 0.0625 -0.0271
Si -0.0259 -0.0183 -0.0046
Si 0.0177 -0.015 -0.0127
Si 0.0105 -0.0385 -0.0318
Si 0.0056 0.0038 -0.011
Si -0.022 0.0333 -0.0188
Si 0.0436 -0.0412 -0.0294
Si 0.0185 -0.016 0.0025
As -0.0129 -0.001 -0.0951
Si 0.002 -0.0161 -0.0285
Si 0.0278 0.0263 0.0243
Si -0.0104 -0.008 -0.0149
Si 0.0283 0 0.0071
Si 0.0236 0.0378 0.0029
Si -0.0067 -0.0547 -0.071
Si 0.0015 0.0078 -0.0251
Si 0.0398 0.052 0.0036
Si 0.0467 -0.0316 0.0267
Si 0.0132 -0.0678 -0.0148
Si -0.0135 -0.0312 -0.0143
Si -0.0615 0.0024 0.0823
Si -0.0078 0.0135 0.0626
As 0.0161 0.0587 0.2086
O 0.004 -0.0307 -0.0346
O -0.042 0.0386 -0.0163
O 0.0069 -0.0097 -0.0102
O 0.0037 -0.0058 -0.0133
O -0.0466 -0.002 -0.061
O -0.0378 0.0104 0.0056
O 0.0063 -0.0052 -0.0135
O 0.0019 -0.0057 -0.0128
O -0.039 0.0146 0.0255
O -0.0091 0.015 -0.0084
O 0.0131 -0.0026 -0.017
O 0.0211 -0.057 0.0094
O 0.0038 -0.0093 0.0273
O 0.0234 -0.0239 0.0418
O -0.0115 0.0708 0.0419
O -0.0156 0.0074 0.0326
O -0.0039 -0.0011 -0.004
O -0.0046 0.0034 -0.0106
O -0.0032 0.0035 -0.0071
O 0.0013 -0.0064 -0.0111
O 0.0014 -0.0038 -0.0074
O -0.0049 0.0038 -0.0086
O 0.003 -0.002 -0.0038
O 0.0048 -0.0075 0.0011
Si 0 0.001 0.0092
Si -0.0021 0.0004 -0.0035
Si -0.0024 0.0034 -0.0067
Si -0.0031 -0.0002 0.0133
Si -0.0023 0.0015 -0.0047
Si -0.0004 -0.0043 -0.0014
Si -0.002 -0.0061 -0.0039
Si -0.002 -0.0021 0.0039
Si -0.015 -0.0108 0.0061
Si -0.0017 -0.0036 0.0014
Si -0.0026 -0.0019 0.0018
Si -0.0021 0.0001 0.0027
Si -0.002 -0.0259 -0.0301
Si 0.0032 -0.0001 0.0078
Si 0.0033 -0.0777 -0.0426
Si 0.0006 -0.0029 0.001
Si -0.0039 -0.0112 -0.0156
Si -0.0036 0.001 0.0075
Si 0.0002 0.0297 -0.0054
Si -0.0015 -0.0027 -0.004
Si -0.0002 -0.0034 -0.0015
Si -0.0022 -0.0029 -0.0016
Si -0.0028 -0.0001 0.002
Si -0.0052 -0.0081 -0.0356
Si -0.0041 -0.002 -0.0038
Si -0.003 -0.004 0.0033
Si -0.0028 -0.0016 0.0029
Si -0.0015 -0.0076 -0.0057
Si 0.0028 0.0017 -0.0001
Si -0.0005 -0.0001 0.0022
Si -0.0028 -0.003 -0.0021
Si 0.0019 -0.0016 -0.0037
Si -0.0104 0.0015 -0.0064
Si 0.0023 -0.0006 -0.0121
Si -0.0015 -0.0067 -0.0024
Si 0.005 -0.0011 0.0067
Si -0.001 -0.0033 0.0041
O 0.0107 0.0321 -0.031
O -0.0016 -0.002 -0.0032
O -0.003 -0.002 0.0047
O -0.0024 -0.0045 0.0014
O 0.0001 -0.0012 -0.0001
O -0.009 -0.0069 0.0015
O -0.0001 0.0001 0.0006
O -0.0022 -0.0041 0
O -0.0023 -0.0019 -0.001
O -0.001 0.0002 0.002
O -0.0024 -0.0047 0.0045
O -0.0004 -0.0031 -0.0012
O 0.0024 -0.0014 0.0087
O -0.0014 -0.0039 -0.0011
O -0.0062 -0.0006 0.0019
O -0.0001 -0.0016 -0.0024
O -0.0037 -0.0012 0.002
O -0.0019 -0.0025 -0.0017
O 0.001 -0.0073 0.0052
O -0.0018 -0.0017 -0.0026
O -0.0017 -0.0005 -0.0037
O -0.002 -0.0016 -0.0011
O -0.005 -0.0034 -0.0021
O -0.0027 -0.0043 0.0038
O -0.0014 0.0013 -0.0042
O -0.0026 -0.0017 -0.0011
O -0.0013 -0.0024 -0.0021
O -0.0018 -0.0045 -0.0007
O 0.0056 -0.0056 0.0086
O -0.0013 -0.0027 -0.0016
O -0.0058 0.0163 -0.0055
O -0.0013 -0.0029 -0.0002
O 0.0043 0.0008 0.0027
O 0.0146 0.0131 0.0005
O -0.0046 -0.006 0.0046
O -0.0017 -0.0019 0.0011
O 0.0001 -0.0078 -0.0012
O -0.0039 -0.0031 0.0027
O -0.0022 -0.0056 0.0079
O -0.0024 -0.0016 0
O 0.0047 -0.0118 -0.0285
O 0.0062 -0.0113 -0.003
O -0.0004 -0.0025 0.0036
O -0.0015 -0.0022 0.0003
O -0.0014 0.0039 0.0007
O -0.0024 -0.0064 -0.0037
O -0.0023 -0.0017 0.0012
O -0.0039 -0.0068 -0.0021
O -0.0026 -0.0048 0.0014
O -0.0022 -0.0017 -0.0002
O 0.0002 0.0016 -0.0036
O 0.0025 0.0042 0.0038
O -0.0011 -0.0025 0.0015
O -0.0006 -0.0036 0.0038
O -0.007 -0.0076 -0.0096
O -0.003 -0.0036 -0.0016
O -0.0031 -0.0004 0.0084
O -0.0048 0.0011 0.0052
O -0.002 -0.0013 -0.0028
O -0.0059 0.0031 0.0024
O -0.003 -0.0008 0.0002
O -0.003 -0.0016 0.001
O -0.0021 -0.0024 -0.0037
O 0.0032 -0.001 -0.0059
O -0.0107 0.0055 0.0148
O 0.0015 -0.002 -0.0008

The program warned: the cutoff lies below the one the program advises for these potential files; the forces do not sum to zero within the program's tolerance; the exchange-correlation potential is rough where the density is thin.
